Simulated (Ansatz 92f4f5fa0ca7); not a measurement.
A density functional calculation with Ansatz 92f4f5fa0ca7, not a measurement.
Periodic cell of 220 atoms, Si132O88, from a study of silicon, its oxide and their interface. The atomic structure is a simulated model.
This geometry differs little from another in the collection (a relaxation step or a small displacement).

Settings: functional r2SCAN; potential files Ansatz PAW; basis plane waves; wave-function cutoff 800 eV; density cutoff ratio 5; exchange-correlation grid ratio 1; k mesh 1 x 1 x 1, shifted by 0.5 0.5 0 of a step; self-consistency stop 1e-10 eV per atom in the density residual; occupations fixed; spin none; net charge 0.

Cell vectors (angstrom)
a, 10.887, 0, 0
b, 0, 10.887, 0
c, 0, 0, 31.9615

Atoms: element, x, y, z (angstrom)
Si, 0.0781, 0.3465, -5.854
Si, 3.6234, 3.2994, 1.3257
Si, -0.0397, 8.1038, 2.7608
Si, 6.9494, 4.5544, -4.983
Si, 12.5476, -3.1825, -0.5875
Si, 7.3404, -0.868, -2.7827
Si, 6.6188, 7.6847, -0.7799
Si, 9.4332, 12.2376, -2.0341
Si, 1.759, 1.6266, 1.5898
Si, 5.3927, 2.5175, -0.3006
Si, 3.7907, 8.9144, -0.4501
Si, 4.4834, 10.0219, 1.5652
Si, 6.1612, 0.9801, 1.4823
Si, 10.1026, 4.6393, 1.594
Si, 7.4131, 7.5441, 1.4333
Si, 7.9836, 10.9507, 2.7867
Si, 0.1077, 2.8116, 2.7909
Si, 2.8044, 0.0408, 2.9275
Si, 0.9439, 6.4132, 1.3805
Si, 2.7355, 5.2943, 2.504
Si, 5.2532, 2.604, 2.9018
Si, 9.1206, -1.6102, 1.6584
Si, 5.5761, 8.305, 2.7539
Si, 8.2179, 5.6073, 2.6327
Si, 1.4708, 4.1076, 4.1646
Si, 4.05, 1.3411, 4.4082
Si, 1.3473, 9.4852, 4.0591
Si, 4.1128, 6.7656, 3.8695
Si, 6.7857, 4.1214, 3.9319
Si, 9.4938, 1.4177, 4.0058
Si, 6.778, 9.5946, 4.2773
Si, 9.5054, 6.83, 4.2032
Si, -0.0381, -0.0023, 5.3768
Si, 2.6918, 2.7547, 5.6236
Si, 0.0279, 5.4436, 5.4791
Si, 2.7407, 8.0945, 5.3414
Si, 5.439, -0.0161, 5.659
Si, 8.1406, 2.7772, 5.3648
Si, 5.4363, 5.4515, 5.3462
Si, 8.1628, 8.202, 5.5499
Si, 1.2875, 1.3181, 6.8187
Si, 4.1238, 4.1317, 6.8427
Si, 1.3951, 6.8099, 6.8056
Si, 4.0232, 9.4343, 6.8138
Si, 6.8437, 1.425, 6.8361
Si, 9.5227, 4.0598, 6.778
Si, 6.7667, 6.7804, 6.7879
Si, 9.5428, 9.5691, 6.8455
Si, -0.0534, 2.6707, 8.1677
Si, 2.6827, -0.0495, 8.1455
Si, 0.0176, 8.17, 8.1679
Si, 2.7324, 5.458, 8.2009
Si, 5.4449, 2.7268, 8.1966
Si, 8.1936, 0.0667, 8.1973
Si, 5.3847, 8.1033, 8.1583
Si, 8.1506, 5.4079, 8.1267
Si, 1.3739, 3.9955, 9.4684
Si, 4.0478, 1.3177, 9.5092
Si, 1.3536, 9.5274, 9.5492
Si, 4.0739, 6.7892, 9.6068
Si, 6.8205, 4.055, 9.5328
Si, 9.5281, 1.3872, 9.6377
Si, 6.734, 9.5584, 9.3965
Si, 9.5236, 6.7573, 9.4748
Si, 0.0688, 0.0277, 10.9443
Si, 2.7059, 2.6673, 10.904
Si, -0.0011, 5.3151, 10.8135
Si, 2.6949, 8.1888, 10.9277
Si, 5.4137, -0.0415, 10.8598
Si, 8.1277, 2.7421, 10.9834
Si, 5.4553, 5.3693, 10.8934
Si, 8.0774, 8.1838, 10.6801
Si, 1.3568, 1.4061, 12.4177
Si, 4.1403, 3.966, 12.2606
Si, 1.3809, 6.6645, 12.1242
Si, 5.3591, 8.054, 13.5204
Si, 6.7732, 1.2882, 12.2631
Si, 9.4779, 4.1227, 12.344
Si, 6.7788, 6.8383, 12.1139
Si, 9.4687, 9.4901, 12.0188
Si, 1.0971, 4.3793, 14.9137
Si, 3.0176, 0.2817, 13.7381
Si, -2.485, 7.2951, 15.6153
Si, 2.7573, 5.3133, 13.5473
Si, 4.3137, 6.4451, 14.9166
Si, 9.5863, 0.9383, 14.9225
Si, -1.5575, 18.4017, 20.1675
Si, 8.5425, 6.0482, 13.4345
Si, -0.1483, 2.7181, 13.7641
Si, 5.3217, 2.4535, 13.702
Si, 2.9274, 6.4352, 17.7772
Si, 10.7009, 7.3161, 15.2075
Si, 6.2012, 4.2734, 16.1562
Si, 7.0381, -1.8063, 14.7156
Si, 8.1501, 10.7176, 13.4628
Si, 10.3121, 7.5897, 12.9949
Si, 0.1574, -0.3515, 31.5692
Si, -3.6922, 4.7848, 30.1502
Si, -10.3263, 6.553, 28.5463
Si, 0.2733, 0.3531, 18.2865
Si, 15.3951, 11.1865, 29.4989
Si, 0.2936, -5.9709, 24.3265
Si, -14.1962, 17.9851, 25.2319
Si, 9.4077, 8.6359, 27.208
Si, 8.2058, 4.2757, 17.7449
Si, -0.2627, -0.6235, 21.0069
Si, -1.8322, 2.7511, 25.4096
Si, -4.6672, 8.91, 24.4071
Si, 3.9812, 3.9915, 26.1802
Si, 7.5789, 7.7777, 18.5307
Si, 17.341, 21.1144, 17.4564
Si, -13.9637, 11.6102, 21.623
Si, -6.9408, 15.2045, 18.342
Si, 4.3129, -9.8943, 22.5662
Si, -9.2135, -11.2999, 23.4846
Si, 3.2648, 8.0315, 24.7366
Si, -3.908, 11.7975, 23.8338
Si, 1.4541, 14.0381, 17.8158
Si, -8.4726, 1.7993, 27.646
Si, -22.935, 3.7077, 31.5044
Si, 5.4066, -11.7813, 21.6372
Si, 4.7125, 3.8003, 21.2837
Si, 1.9147, 17.175, 26.7065
Si, 7.6814, 3.7633, 20.8769
Si, -6.841, 9.5581, 12.3066
Si, 15.6414, 8.525, 19.1398
Si, 3.1686, -5.8066, 23.5358
Si, -10.8833, 16.4167, 18.4771
Si, 1.128, 9.9151, 15.8701
Si, -1.9588, 5.9342, 22.6802
Si, -13.1654, 23.0273, 17.0822
Si, 11.1677, 14.4059, 29.1373
O, -20.7682, 8.3119, -16.2612
O, -1.5932, 0.0778, -10.3851
O, -0.629, 7.6301, -3.787
O, 18.1858, -1.9048, -1.5303
O, 5.5064, 3.8808, -5.2816
O, 3.1785, 13.5132, -5.4812
O, -2.9303, -8.7237, -11.1207
O, -22.9979, -0.7265, 0.3618
O, 17.1531, 25.5276, -0.9526
O, 10.4113, 5.9221, -8.6482
O, 11.7575, 9.1266, -0.6407
O, 12.542, -6.3952, -8.4075
O, -7.3781, 11.7764, -3.5774
O, 14.3335, 18.5733, -13.2672
O, -6.3653, 9.0807, -11.3317
O, -11.1299, -10.591, 30.1369
O, -4.6129, 25.7528, 21.6392
O, -5.2066, -5.2743, 15.3541
O, -6.6509, -8.6207, 21.5335
O, 7.6505, 20.2264, 18.0949
O, -0.6979, 19.7688, 20.28
O, -10.3067, 4.0633, 18.8316
O, 4.6704, 4.302, 19.7591
O, 19.6114, 4.6543, 30.6369
O, 6.9489, -4.8277, 26.3311
O, -4.0915, 17.2165, 30.322
O, 22.054, 5.748, 15.2844
O, -14.0988, 6.97, 17.0876
O, 1.3159, 11.6925, 27.0209
O, 5.8226, 10.4901, 28.8188
O, -1.7452, 23.9449, 31.316
O, -5.8077, 31.6295, 18.2297
O, -0.5494, -22.802, 26.6843
O, -3.8375, 0.8525, 17.4157
O, -26.6044, 29.3009, 19.0821
O, -20.9869, 34.3899, 17.6406
O, -3.7817, 4.5102, 28.5703
O, -6.7312, -9.4988, 14.2059
O, 18.6222, 4.3558, 19.3306
O, 12.5586, 2.8915, 28.5971
O, 8.7212, 4.5605, 21.8301
O, 14.3606, 17.6926, 16.2742
O, 3.1634, -16.5385, 26.8451
O, -20.4995, -4.5236, 17.8497
O, 7.9358, 2.0569, 24.4515
O, 14.9357, -6.6564, 24.5825
O, 15.6176, 30.4365, 25.0409
O, 7.9166, 6.1717, 23.919
O, 24.7086, 3.0419, 18.406
O, 11.6942, 20.9696, 22.1786
O, 2.5265, 7.6865, 26.13
O, 10.3787, -4.5498, 19.7655
O, 1.6185, 14.7019, 16.3467
O, 15.9206, -6.9575, 17.2108
O, 5.9722, -1.9222, 22.7797
O, -1.9921, -3.1013, 25.9099
O, 0.4882, 0.264, 19.868
O, 10.1752, 14.5596, 24.6486
O, 2.4557, -0.4217, 15.114
O, -5.9581, 12.4518, 30.4186
O, 8.1012, -1.641, 27.9623
O, -12.2017, 0.3036, 17.9853
O, -11.8318, -19.3095, 28.8341
O, -5.4806, -9.4833, 23.7295
O, 8.7388, -3.7217, 21.6343
O, 10.749, -21.9881, 15.2065
O, 12.0017, -0.7667, 17.4763
O, -1.0429, 1.5173, 26.0906
O, -19.3617, -1.7633, 23.9316
O, -14.8585, 10.3882, 24.7086
O, 0.3109, -7.2017, 30.7536
O, 14.6714, 37.4963, 22.0774
O, 17.0865, -1.0817, 15.9253
O, 17.6094, 10.6333, 20.8451
O, 8.7988, 13.6757, 17.509
O, 11.5317, 0.1242, 24.6008
O, 11.6778, 5.6822, 25.6605
O, 11.996, 22.5069, 32.304
O, -2.6863, -18.0675, 26.3861
O, 14.1795, -4.2227, 23.8568
O, -1.3359, 5.2362, 17.5639
O, -4.728, 13.9757, 14.9885
O, -8.0703, 11.5889, 23.1439
O, 3.7014, -0.8304, 30.3277
O, 1.26, -14.8475, 29.9679
O, 26.783, 7.8926, 31.1615
O, -0.0097, -5.8821, 28.546
O, -2.7596, 11.409, 29.4827

Results
free energy: -134616.568 eV
free energy less fixed offsets of O -570.45, Si -639.56 eV per atom: 4.952 eV

Forces (eV/angstrom), in the order of the atoms: element, x, y, z
Si, -0.0094, 0.0112, -0.2847
Si, -0.004, 0.0031, 0.0097
Si, 0.003, -0.009, 0.0072
Si, 0.003, 0.0231, -0.318
Si, -0.0508, -0.0267, -0.171
Si, 0.048, -0.0138, -0.2461
Si, 0.0181, 0.0111, -0.1697
Si, -0.012, 0.0115, -0.1962
Si, -0.0229, -0.022, -0.0516
Si, 0.0267, 0.0069, -0.1815
Si, 0.0154, 0.0314, -0.1029
Si, 0.0033, 0.0029, -0.006
Si, -0.0006, -0.0064, 0.0094
Si, 0, 0.001, -0.0022
Si, -0.0088, -0.0037, -0.0013
Si, -0.0093, 0.0064, -0.0028
Si, -0.0028, 0.0067, 0.0023
Si, 0.006, -0.0017, 0.0028
Si, -0.0041, -0.0002, -0.0031
Si, -0.0072, -0.0037, 0.0061
Si, -0.0011, -0.004, 0.011
Si, 0.0154, 0.0196, -0.0438
Si, 0.0047, 0.0023, 0.0047
Si, 0.0078, 0.0044, 0.0054
Si, 0.0015, 0.0002, 0.0013
Si, -0.0001, 0.003, 0.0004
Si, -0.0026, 0.0022, -0.004
Si, 0.0016, -0.0001, -0.0022
Si, -0.0043, 0.0012, -0.002
Si, 0.0024, -0.0025, -0.0021
Si, 0.0015, -0.0021, 0.002
Si, -0.0032, 0.0004, 0.0015
Si, -0.0015, -0.0013, -0.0005
Si, -0.0009, 0.001, 0
Si, 0.0009, -0.0001, 0.0005
Si, -0.0027, -0.0019, 0.0002
Si, -0.0008, 0.0002, -0.0008
Si, 0.0003, 0.0025, -0.0006
Si, -0.0005, 0.0001, 0.0005
Si, -0.0012, 0.0017, -0.0006
Si, -0.0008, 0.0011, 0.0027
Si, 0.0003, 0.0018, 0.0025
Si, -0.0007, -0.0006, 0.0025
Si, 0.0006, -0.0002, 0.0028
Si, 0.0003, -0.0006, 0.0025
Si, -0.0013, -0.0011, 0.0017
Si, -0.0005, -0.0012, 0.0021
Si, -0.0007, 0.001, 0.0022
Si, 0, 0.0008, 0.0012
Si, -0.0004, 0, 0.0014
Si, -0.0006, -0.0018, 0.0024
Si, -0.0006, -0.0005, 0.001
Si, -0.0012, -0.0009, 0.0019
Si, 0.0001, 0.0007, 0.0009
Si, -0.0011, 0.0002, 0.0011
Si, -0.0009, 0.0007, 0.0016
Si, 0.0002, -0.0012, -0.0006
Si, -0.0001, 0.0014, 0.0024
Si, -0.0007, -0.0004, 0.0009
Si, -0.002, 0.0001, 0.0012
Si, -0.0015, 0, 0.0011
Si, -0.0014, -0.0011, 0.0009
Si, -0.0022, -0.0007, 0.0004
Si, 0, 0.0004, 0.0047
Si, -0.0013, 0.0016, -0.0032
Si, -0.0026, 0.0011, 0.0012
Si, 0.0008, -0.0035, -0.0007
Si, 0.0032, -0.0004, 0.0006
Si, 0.0007, 0.0004, 0.0007
Si, 0.0003, -0.0033, -0.0002
Si, -0.0035, -0.0012, -0.0011
Si, -0.0036, 0.0039, 0.0015
Si, 0.003, -0.0086, 0.0022
Si, 0.0071, -0.002, 0.0051
Si, 0.0016, 0.0027, 0.0019
Si, -0.001, 0.0022, 0.0028
Si, -0.0049, 0.0041, 0.0033
Si, -0.0027, -0.0042, 0.0011
Si, -0.0015, -0.0016, 0.0013
Si, 0.0042, 0.0013, 0.0013
Si, -0.0196, 0.0155, -0.1294
Si, 0.0058, 0.0122, -0.0703
Si, 0.0447, 0.0343, -0.1242
Si, 0.0024, -0.0068, 0.0039
Si, 0.0106, 0.0026, -0.1361
Si, -0.0171, 0.0105, -0.0343
Si, 0.015, -0.0164, -0.241
Si, 0.0081, 0.0014, -0.0037
Si, 0.0056, 0.0083, 0.0021
Si, -0.0247, -0.0179, -0.0816
Si, -0.0061, -0.0088, -0.1806
Si, -0.0456, 0.0069, -0.0721
Si, 0.0096, 0.01, -0.1655
Si, 0.0319, -0.0262, -0.0619
Si, -0.0124, -0.0041, 0.0045
Si, -0.0102, -0.002, 0.0176
Si, -0.0155, 0.0132, -0.1728
Si, 0.0185, -0.0104, -0.2693
Si, -0.0523, 0.0039, -0.2441
Si, -0.02, -0.0013, -0.275
Si, -0.0178, 0.0113, -0.2615
Si, -0.0311, 0.0124, -0.2748
Si, -0.0269, -0.0094, -0.2434
Si, 0.0193, -0.0166, -0.284
Si, 0.0153, -0.0155, -0.2262
Si, -0.0149, -0.0024, -0.3258
Si, -0.0272, -0.0231, -0.262
Si, -0.004, 0.047, -0.1969
Si, 0.016, 0.0433, -0.2429
Si, 0.015, -0.0116, -0.2148
Si, 0.0285, 0.0231, -0.2417
Si, 0.045, 0.0056, -0.185
Si, -0.0266, -0.0034, -0.2376
Si, 0.0153, 0.0253, -0.169
Si, 0.0136, -0.0008, -0.3092
Si, 0.0303, 0.0396, -0.2406
Si, -0.049, -0.0171, -0.1966
Si, -0.0076, 0.0119, -0.2033
Si, -0.0345, 0.0127, -0.2685
Si, 0.0048, -0.0201, -0.1726
Si, -0.0397, -0.0159, -0.2529
Si, 0.0632, 0.0306, -0.3213
Si, 0.031, 0.0066, -0.2163
Si, -0.0076, 0.0416, -0.3119
Si, -0.0061, 0.0043, 0.0021
Si, 0.0022, -0.0507, -0.2871
Si, 0.0279, -0.0025, -0.2905
Si, 0.0266, -0.0392, -0.2257
Si, 0.0018, -0.0219, -0.187
Si, -0.0178, 0.0103, -0.3646
Si, 0.0184, -0.0024, -0.1777
Si, 0.049, 0.0172, -0.2309
O, 0.0329, 0.0309, 0.0642
O, -0.0511, 0.0224, 0.1016
O, 0.0379, -0.0369, 0.1158
O, -0.0258, -0.074, 0.1398
O, 0.0393, 0.0028, 0.0969
O, -0.0398, -0.0581, 0.1251
O, -0.016, -0.0642, 0.1203
O, -0.0335, -0.0317, 0.0871
O, -0.0591, -0.0641, 0.1128
O, 0.0703, -0.0401, 0.1479
O, 0.0128, -0.0121, 0.0613
O, -0.0324, 0.0087, 0.1125
O, 0.0832, -0.0569, 0.1501
O, 0.042, 0.0614, 0.102
O, 0.021, 0.0893, 0.2129
O, 0.024, -0.0329, 0.1047
O, -0.0259, -0.0044, 0.1079
O, 0.0321, -0.0447, 0.0893
O, -0.0132, -0.0699, 0.1138
O, 0.0062, -0.0369, 0.1092
O, 0.0238, 0.0454, 0.1116
O, -0.0172, 0.0172, 0.0832
O, 0.0461, -0.0508, 0.2471
O, 0.0285, -0.0108, 0.1047
O, -0.0143, -0.0867, 0.1452
O, -0.0076, 0.055, 0.1067
O, 0.008, -0.016, 0.0571
O, -0.0394, 0.0109, 0.2351
O, 0.0711, 0.0413, 0.1321
O, -0.0235, 0.0101, 0.0944
O, -0.0057, 0.0344, 0.1043
O, -0.0422, -0.036, 0.1222
O, -0.0324, -0.0454, 0.1089
O, -0.0298, -0.0099, 0.0862
O, -0.0328, 0.0102, 0.0912
O, 0.0007, -0.0141, 0.0854
O, 0.0093, 0.0084, 0.273
O, 0.0057, 0.003, 0.0386
O, -0.0206, -0.0336, 0.2729
O, -0.0521, 0.0367, 0.1146
O, 0.0428, 0.0546, 0.1627
O, -0.0451, -0.0117, 0.1915
O, -0.0208, 0.0122, 0.0966
O, -0.0162, -0.0084, 0.0755
O, 0.0803, 0.0781, 0.1508
O, 0.0196, -0.032, 0.1926
O, -0.0279, -0.018, 0.082
O, -0.0556, 0.0539, 0.2009
O, 0.0296, 0.0033, 0.0798
O, 0.0924, 0.0136, 0.2076
O, -0.0625, -0.0537, 0.1586
O, -0.043, 0.0532, 0.1352
O, 0.0247, -0.0339, 0.1816
O, -0.0768, 0.0056, 0.1344
O, 0.0491, -0.0648, 0.2101
O, 0.0755, 0.0503, 0.1606
O, -0.0161, -0.0425, 0.2107
O, -0.0219, -0.034, 0.1046
O, -0.0292, -0.0239, 0.09
O, 0.0327, 0.072, 0.1537
O, -0.0758, 0.058, 0.1624
O, 0.0561, -0.0231, 0.1298
O, -0.0176, -0.0201, 0.1091
O, 0.0393, 0.0252, 0.1212
O, -0.0121, -0.0706, 0.2344
O, 0.0289, -0.0211, 0.0666
O, -0.0206, 0.038, 0.1485
O, 0.0361, -0.0336, 0.1035
O, 0.023, -0.0539, 0.1106
O, 0.0041, -0.0446, 0.112
O, -0.0363, 0.0155, 0.1615
O, -0.0651, 0.0433, 0.1902
O, -0.0247, 0.0398, 0.1577
O, -0.0156, 0.029, 0.1353
O, -0.0083, 0.0448, 0.0834
O, -0.0707, 0.0336, 0.2084
O, 0.0551, 0.0639, 0.1991
O, 0.0412, 0.0407, 0.0899
O, -0.0508, 0.0504, 0.1355
O, -0.0072, 0.0356, 0.1087
O, 0.022, 0.0031, 0.1014
O, 0.0349, 0.0495, 0.1215
O, -0.0557, -0.0182, 0.0952
O, -0.0222, -0.0746, 0.1346
O, 0.0678, 0.0621, 0.2514
O, -0.0132, 0.0089, 0.0677
O, -0.0122, -0.0434, 0.0982
O, 0.0186, 0.0262, 0.0774

The program warned: the cutoff lies below the one the program advises for these potential files; the forces do not sum to zero within the program's tolerance; empty levels may hold ghost states of the PAW files; the exchange-correlation potential is rough where the density is thin.
